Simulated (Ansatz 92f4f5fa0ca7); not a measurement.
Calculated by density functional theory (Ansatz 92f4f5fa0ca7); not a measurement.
Periodic cell of 226 atoms, Si132O92P2, from a study of silicon, its oxide and their interface. The atomic structure is a simulated model.
Doubt: the cutoff is far below the 930 eV that the study's wrapper takes by default for these files, so forces and energies are approximate.
This geometry differs little from another in the collection (a relaxation step or a small displacement).

Settings
functional: PBE
potential files: Ansatz PAW
basis: plane waves
wave-function cutoff: 580 eV
density cutoff ratio: 5
exchange-correlation grid ratio: 1
k mesh: 1 x 1 x 1, Gamma-centred
self-consistency stop: 5e-08 eV per atom in the density residual
occupations: fixed
spin: none
net charge: 0

Cell vectors (angstrom)
a  10.938  0  0
b  0  10.938  0
c  0  0  31.9494

Atoms and the computed forces on them: element, x, y, z (angstrom), force x, y, z (eV/angstrom)
Si  10.6203  0.0111  24.4154  0.0017  0.0028  0.0015
Si  5.0685  0.1311  24.6576  -0.0033  -0.0019  0.0015
Si  2.8161  2.3016  24.5234  -0.0032  -0.0027  0
Si  8.5597  2.4456  24.5519  0.0018  0.0023  0.001
Si  10.698  5.596  24.3284  -0.0044  -0.0025  0.0014
Si  5.1523  5.6228  24.4445  0.0006  0.0034  -0.0003
Si  2.9797  7.9604  24.3959  0.0031  0.0022  0.0019
Si  8.4077  7.8408  24.4062  -0.0019  -0.0024  -0.001
Si  1.2884  1.1403  25.8361  -0.0016  -0.0007  0.0015
Si  6.8108  1.3312  25.7339  0.0006  0.0006  0.002
Si  3.9836  4.0158  25.7269  -0.0028  0.0015  0.0016
Si  9.6771  4.0318  25.8431  0.0002  -0.0004  0.0009
Si  1.3349  6.7951  25.6621  -0.001  0.001  0.0022
Si  6.8  6.729  25.7467  -0.0016  -0.0004  0.0029
Si  3.9933  9.4735  25.9488  -0.0012  -0.0016  0.0015
Si  9.4779  9.4469  25.7956  -0.0012  0.0003  0.0004
Si  2.6295  -0.1296  27.2853  -0.0021  -0.0004  -0.0008
Si  8.1348  -0.0642  27.1437  -0.005  -0.0013  0.0005
Si  0.0683  2.6627  27.2025  0.0027  0.0036  -0.0008
Si  5.4469  2.7208  27.1093  0.003  0.0051  -0.0013
Si  2.6638  5.4173  27.1073  -0.001  -0.0015  -0.0006
Si  8.184  5.3727  27.1338  0.0002  0.0005  -0.0049
Si  0.0051  8.1492  27.1232  -0.0027  0.0014  -0.0001
Si  5.5046  8.1467  27.1748  -0.0004  0.0018  -0.0018
Si  4.0831  1.3268  28.4974  -0.0021  0.0023  0.0016
Si  9.5408  1.325  28.5017  0.001  0.0056  -0.0006
Si  1.3846  4.0645  28.5625  -0.0028  0.0028  -0.0017
Si  6.8072  4.0567  28.5249  0.0006  0.0041  0.0003
Si  4.0846  6.7769  28.4864  -0.0004  0.0057  -0.0016
Si  9.554  6.7824  28.4831  0.0008  0.0053  -0.0003
Si  1.2894  9.4752  28.6176  0.0048  0.0069  -0.0008
Si  6.8226  9.5323  28.562  -0.0009  0.004  -0.0022
Si  -0.0274  -0.0062  29.9115  -0.0062  -0.0009  0.0025
Si  5.4626  -0.0053  29.8954  0.001  0.0011  0.0022
Si  2.7656  2.7125  29.9033  -0.0001  0.0023  0.0026
Si  8.1995  2.7173  29.8865  0.0009  -0.003  0.0031
Si  -0.0023  5.4551  29.8898  -0.0034  -0.0029  0.002
Si  5.4649  5.4518  29.8884  -0.0037  0.0051  0.0012
Si  2.753  8.1599  29.9032  -0.0011  0.0006  0.0047
Si  8.2255  8.1775  29.8882  0.0007  -0.0015  -0.001
Si  1.3673  1.3673  31.2657  0.008  -0.0209  -0.1153
Si  6.8362  1.3673  31.2657  0.0388  -0.0181  -0.0309
Si  4.1018  4.1018  31.2657  0.082  -0.0684  0.0376
Si  9.5708  4.1018  31.2657  -0.0859  -0.1138  -0.0787
Si  1.3673  6.8362  31.2657  0.0344  -0.1683  0.0223
Si  6.8362  6.8362  31.2657  0.0876  0.0291  -0.166
Si  4.1018  9.5708  31.2657  -0.0308  -0.051  -0.035
Si  9.5708  9.5708  31.2657  -0.1522  -0.1403  0.1013
Si  2.7345  0  0.6835  -0.0418  -0.0087  0.1194
Si  8.2035  0  0.6835  -0.053  0.086  0.0415
Si  0  2.7345  0.6835  -0.0189  -0.1551  -0.0076
Si  5.469  2.7345  0.6835  -0.0263  0.1159  0.1202
Si  2.7345  5.469  0.6835  -0.0301  -0.0788  -0.1695
Si  8.2035  5.469  0.6835  0.0223  0.1467  0.0556
Si  0  8.2035  0.6835  -0.0074  0.1911  0.1078
Si  5.469  8.2035  0.6835  0.2676  0.1886  0.0205
Si  4.0975  1.3762  2.0633  0.0032  -0.0001  -0.0066
Si  9.5937  1.3453  2.0695  0.005  0.0071  -0.0096
Si  1.3697  4.1007  2.0254  -0.0072  0.0078  -0.0083
Si  6.8315  4.1327  2.0457  0.0001  0.003  -0.0081
Si  4.1128  6.8378  2.0158  -0.0024  0.0059  -0.0181
Si  9.587  6.8453  2.0706  0.0019  0.0112  0
Si  1.3567  9.5932  2.0718  -0.0022  -0.0078  -0.0047
Si  6.8372  9.6127  2.0679  -0.0059  0.0004  -0.0041
Si  0.0307  0.0206  3.5267  -0.0096  0.0097  -0.0145
Si  5.4653  0.0415  3.4627  -0.0016  -0.0005  0.0175
Si  2.7141  2.7605  3.408  0.0101  0.0006  0.0043
Si  8.2608  2.805  3.3594  -0.0088  -0.0053  0.0129
Si  0.0942  5.503  3.4035  0.0557  0.0343  0.0507
Si  5.4771  5.53  3.4184  -0.0007  -0.0141  0.0114
Si  2.7469  8.1831  3.3489  -0.0068  -0.0381  0.0391
Si  8.2696  8.2955  3.4263  -0.0056  0.0074  -0.0141
Si  1.345  1.4926  4.8758  0.0048  0.0043  -0.0114
Si  6.8821  1.5136  4.7459  -0.0051  0.02  0.0039
Si  4.038  4.1802  4.7381  0.0253  -0.025  -0.0005
Si  9.6039  4.1691  4.7733  0.0013  -0.0064  0.0021
P  1.3744  6.9457  4.6839  -0.0125  -0.0455  -0.0352
Si  6.8103  7.0278  4.7233  -0.005  -0.0049  0.0013
Si  4.0213  9.5824  4.7865  0.0125  0.0062  -0.0058
Si  9.5706  9.6377  4.949  0.0548  -0.0433  0.0392
Si  2.6766  0.0253  6.1642  0.023  -0.0085  0.003
Si  8.2658  0.1961  6.1502  0.013  -0.0046  -0.0002
Si  -0.0191  2.8968  6.3089  -0.0012  -0.0152  0.0154
Si  5.475  2.8748  6.057  -0.0035  -0.0059  -0.0181
Si  2.6996  5.6632  6.0061  -0.0262  0.0221  -0.0153
Si  8.2478  5.6794  5.9591  0.0109  -0.0133  0.0076
P  -0.3544  8.6615  6.7747  -0.1102  0.0231  0.0257
Si  5.4765  8.3731  6.1942  -0.0072  -0.0047  0.0192
Si  4.3603  1.2237  7.3184  -0.0061  -0.0158  -0.0077
Si  9.781  1.2832  7.6502  -0.0203  0.0183  -0.0068
Si  1.1409  4.6402  7.4593  -0.0182  0.0197  -0.0205
Si  6.5894  4.6086  7.2207  -0.0223  0.006  -0.0054
Si  4.2521  6.7949  7.4594  0.0052  -0.008  -0.0301
Si  9.6548  6.7303  7.5534  0.0745  0.0489  -0.1142
Si  1.153  10.0749  7.8053  -0.0084  -0.0539  -0.0723
Si  6.6706  10.0244  7.4279  0.0011  -0.0145  0.0102
O  9.5778  1.2476  23.9752  -0.0031  -0.0015  -0.0012
O  4.1001  6.8118  23.9368  -0.0016  -0.0025  -0.0003
O  4.0052  1.2461  24.0226  0.0007  0.0012  -0.0012
O  9.53  6.7124  23.8872  0.0007  0.0008  -0.0003
O  -0.0246  5.7263  7.9905  0.0145  -0.0357  0.0095
O  5.5021  0.1708  7.9189  -0.0002  0.0078  -0.0012
O  0.1293  0.378  8.2548  -0.0312  0.0688  0.0237
O  5.4296  5.6626  7.7869  0.0117  -0.0034  0.0057
O  7.496  4.077  8.4702  0.0053  0.0024  -0.0087
O  8.6242  7.0296  8.8251  -0.014  0.0278  0.0341
O  2.0531  9.5022  9.0929  0.0125  -0.0124  0.0003
O  8.812  1.7944  8.9151  0.0108  -0.0038  0.0107
O  7.4995  9.4825  8.7453  -0.0164  0.0017  -0.0088
O  3.5511  1.9145  8.5696  -0.001  0.0008  -0.0022
O  3.5015  7.3031  8.8673  0.0076  -0.0044  -0.005
O  2.0767  4.1582  8.7456  -0.0035  -0.002  -0.0089
O  8.1289  3.4931  23.3424  -0.0015  -0.0007  0.001
O  0.4346  4.9363  22.9455  0.0007  0.0021  0.0022
O  1.8932  2.7492  23.2354  0.0004  0.0022  0.0019
O  5.8241  4.9187  23.1097  -0.0008  0.0002  0.0012
O  5.5097  9.9901  23.4981  0.0037  0.0009  -0.0053
O  2.432  8.6921  23.0092  -0.0005  -0.0005  0.0033
O  0.1823  10.0767  23.0821  -0.0019  0.0009  0.0006
O  7.768  8.5761  23.0613  0.001  0.0012  0.0039
Si  8.6262  7.7184  18.4213  -0.0017  0.0003  -0.0028
Si  8.7396  6.4099  13.6544  0.0008  0.0036  0.0046
Si  3.7427  1.5824  14.7042  -0.0009  0.0003  0.0003
Si  2.1038  5.7604  17.6271  -0.0016  0.0005  -0.0003
Si  2.3878  3.1521  19.481  -0.0004  0.0012  -0.001
Si  9.7665  9.0731  12.0807  0.0021  0.0004  0.0067
Si  1.3165  9.4264  22.0695  -0.0011  0.0022  -0.0018
Si  9.13  1.0151  13.1846  -0.0009  -0.0009  0.008
Si  1.356  5.0983  13.0378  -0.0003  -0.0005  0.0019
Si  1.7399  8.2796  12.8046  -0.002  0.0053  0.0028
Si  6.63  9.5554  22.4155  -0.002  0.0038  -0.0024
Si  4.4898  4.6267  15.7069  -0.0006  -0.0001  0.0013
Si  8.1381  3.1259  9.5951  -0.0002  -0.0018  -0.005
Si  0.8091  8.257  19.256  -0.002  0.0015  -0.0025
Si  6.9273  1.3558  21.0804  -0.0009  0.0008  -0.0019
Si  8.1407  8.3344  9.7018  -0.0081  0.0061  0.006
Si  10.8373  5.2369  15.6178  -0.0001  0.0003  0.0003
Si  7.535  9.5333  16.2994  -0.0013  -0.0013  0.0004
Si  9.9109  2.0618  20.2953  -0.0011  0.0018  -0.0017
Si  3.1366  8.5376  9.9064  0.0041  0.008  0.0172
Si  6.6621  3.3596  17.3963  -0.0008  0.0018  0
Si  1.145  0.2156  19.7944  -0.0008  0.0025  -0.0025
Si  3.1747  2.8858  12.277  -0.0053  0.0021  0.0044
Si  7.1895  5.4079  19.6684  -0.0006  0.0015  -0.0025
Si  5.6699  8.7142  11.5601  -0.0013  -0.0017  0.0001
Si  5.7337  6.1368  13.2172  0  -0.0006  0.0034
Si  4.5988  9.7244  17.6083  0  -0.0004  -0.0006
Si  1.0056  3.601  22.1693  -0.0003  0.0003  -0.0039
Si  4.8697  1.4969  18.7905  -0.001  0.0013  -0.0011
Si  3.1593  3.1917  9.483  -0.0028  -0.002  0.0063
Si  6.4065  10.8697  13.779  -0.0013  0.0034  0.0069
Si  10.315  0.1551  15.952  -0.0036  -0.0005  0.0016
Si  5.6098  3.7377  11.1568  -0.0028  -0.0018  0.0027
Si  9.7861  3.9588  11.9077  0.0037  0.0008  0.0042
Si  2.3046  9.9564  15.5217  -0.0006  0.0002  0.0011
Si  6.0436  8.1353  19.7837  -0.0006  0.0006  -0.0019
Si  6.9224  3.9797  22.361  0  0.0008  -0.0036
Si  9.7214  2.7984  17.3673  -0.0003  0.0014  -0.0006
O  7.1469  6.4446  13.9851  -0.0033  -0.0005  0.0009
O  1.8502  7.067  18.6788  -0.0002  0.0013  0.0015
O  10.2419  4.0747  16.5457  -0.0015  -0.0004  0.0015
O  6.1313  9.982  17.0404  -0.0014  0.0011  0.0025
O  10.1085  0.7598  14.4556  -0.0016  0  -0.0003
O  8.4101  6.1343  18.8322  -0.0008  0.0007  0.0022
O  5.127  0.7389  14.4161  -0.0006  -0.0001  -0.0003
O  5.6835  2.0677  17.5068  -0.0002  0.0003  0.0005
O  8.3267  1.9454  20.5468  0.0002  0.0017  0.0019
O  1.9565  4.3066  18.3939  -0.0007  0.0024  0.0011
O  6.916  2.8781  10.6665  0.005  -0.0064  -0.0046
O  4.8091  2.7812  12.2052  0.0024  0.0002  -0.0002
O  5.9963  4.4033  16.3318  -0.0001  0.0003  0.0027
O  4.5321  4.0071  9.9249  0.0026  -0.0026  0.0029
O  10.674  2.7725  21.5534  -0.0009  0.0014  0.0025
O  9.6698  6.2023  14.9946  -0.001  0.0005  0.0006
O  5.9779  6.499  19.8252  -0.0001  0.0006  0.0026
O  4.0486  0.1858  18.2733  -0.0014  0.0009  0.0014
O  9.2169  10.598  12.2708  -0.0028  0.0005  -0.0019
O  2.7954  4.4189  12.7223  -0.0002  0.0008  -0.0007
O  1.8964  10.7075  21.1982  -0.0005  0.0003  0.0016
O  3.9669  2.7352  19.3732  -0.0008  0.0009  0.0019
O  0.6902  10.0738  15.938  -0.0017  0.001  0.0018
O  1.25  9.8111  18.825  -0.0013  0.001  0.0009
O  1.6869  1.6717  19.2637  -0.0019  0.001  0.0018
O  8.9051  10.4265  16.4764  -0.0001  0.0017  0.0018
O  4.8414  8.5961  18.7727  -0.0013  0.0014  0.0015
O  9.4958  8.7837  10.4963  0.0001  -0.0032  -0.007
O  6.7144  4.0996  18.8436  -0.0018  0.0007  0.0015
O  2.7929  1.7675  13.3717  -0.0008  0.0005  0
O  5.8014  8.7791  21.252  -0.0009  0.0012  0.0024
O  2.4841  2.5681  10.8387  0.0018  -0.0018  0.0038
O  7.5957  4.8605  21.1542  -0.0009  0.0009  0.0021
O  5.1341  7.5424  12.5936  0.0002  -0.0031  -0.0006
O  0.3941  9.1129  12.4665  -0.004  0.0005  0.001
O  7.5382  1.1059  13.5648  0.0013  0.0006  -0.0003
O  7.0673  9.6817  14.7296  -0.001  -0.0002  -0.0014
O  8.929  5.0768  12.7262  -0.002  -0.0001  -0.0009
O  8.0646  8.0715  16.8932  -0.0008  -0.0006  0.0024
O  6.1944  2.5835  21.8886  -0.0014  0.0014  0.0028
O  2.4167  9.1028  14.0849  0.001  -0.0003  0.0015
O  0.3712  4.5433  11.8606  -0.0007  0.001  0.0008
O  0.7855  8.3276  20.9276  -0.0005  0.0005  0.0024
O  9.325  3.9327  10.3519  0.0017  -0.004  -0.0041
O  9.6063  2.4341  12.5091  -0.0011  -0.0015  0.0009
O  7.5873  8.5785  19.3759  -0.0004  0.0014  0.0018
O  2.491  8.1356  11.3543  0.0012  -0.0045  -0.002
O  3.9252  3.0946  15.3603  -0.0004  -0.0001  0.0014
O  0.7579  4.5118  14.4364  0.0014  -0.0001  -0.0008
O  10.0241  3.0079  18.9592  -0.0012  0.0012  0.0011
O  9.1156  7.853  12.9712  -0.0002  0.0005  -0.0035
O  10.4922  0.5414  20.0712  -0.0006  0.0004  0.002
O  5.9779  5.1194  11.9422  0.0001  -0.0019  -0.0012
O  8.1223  2.7539  17.01  -0.0007  0.0005  0.0008
O  3.5071  5.5008  16.7379  -0.0003  -0.0005  -0.0006
O  4.5826  9.1591  10.397  -0.0034  -0.0012  -0.0039
O  1.4508  6.7174  13.2122  -0.0012  -0.0052  0.0011
O  4.7178  5.5334  14.3553  -0.0018  0.0009  0.0003
O  2.0242  3.8618  20.9123  -0.0014  0.0005  0.0033
O  10.5242  1.4403  16.9387  -0.0008  0.001  0.0023
O  0.9196  6.0913  16.5495  -0.0008  0.001  0.0011
O  7.3097  10.9548  21.9224  -0.0017  -0.0004  0.0026
O  5.9087  0.9245  19.9017  -0.0008  0.0014  0.0027
O  6.0053  10.0849  12.3957  -0.0017  -0.0025  -0.0051
O  2.7998  0.5808  15.5688  -0.0016  0.0003  0.0025
O  6.9764  8.0373  10.8195  0.0112  -0.0016  -0.0086
O  10.2123  8.031  18.6787  -0.0003  0.0012  0.0017
O  3.4098  9.2321  16.554  -0.0003  0.0018  0.0015

Results
free energy: -137748.466 eV
free energy less fixed offsets of O -568.88, P -755.39, Si -635.61 eV per atom: -0.206 eV

The program warned: the cutoff lies below the one the program advises for these potential files; the forces do not sum to zero within the program's tolerance; the exchange-correlation potential is rough where the density is thin.
